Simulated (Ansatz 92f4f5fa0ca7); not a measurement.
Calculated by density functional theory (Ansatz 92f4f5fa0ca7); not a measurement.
Periodic cell of 189 atoms, Si117O72, from a study of silicon, its oxide and their interface. The atomic structure is a simulated model.

Settings
functional: r2SCAN
potential files: Ansatz norm-conserving
basis: plane waves
wave-function cutoff: 1300 eV
density cutoff ratio: 4
exchange-correlation grid ratio: 1
k mesh: 2 x 2 x 1, shifted by 0.5 0.5 0.5 of a step
self-consistency stop: 5e-08 eV per atom in the density residual
occupations: Fermi-Dirac, 0.05 eV
spin: none
net charge: 0

Cell vectors (angstrom)
a  11.5403  0  0
b  0  11.5403  0
c  -5.7386  6.3777  26.4939

Atoms: element, x, y, z (angstrom)
Si  8.8302  0.528  -0.9456
Si  8.7773  3.6301  -1.4307
Si  8.8427  8.9529  -1.1933
Si  0.9857  1.5274  -1.0991
Si  1.0458  4.6352  -1.0179
Si  1.1316  7.7661  -1.4388
Si  5.0772  0.6118  -1.4705
Si  4.7658  4.7818  -1.4627
Si  5.2751  7.9573  -1.6243
Si  -0.7775  0.7583  0.3082
Si  -0.9862  4.4714  0.0602
Si  -0.7311  8.3542  -0.0272
Si  3.0631  0.8261  -0.1097
Si  3.0411  4.5835  0.1488
Si  3.1521  8.3779  -0.2791
Si  6.8035  0.4426  0.1481
Si  6.8122  4.3166  -0.1688
Si  6.9354  8.3326  0.0591
Si  -0.8675  2.6692  1.5594
Si  -0.9266  6.4571  1.3569
Si  -0.7026  10.2405  1.4102
Si  3.0667  2.6122  1.4084
Si  3.0957  6.5727  1.3403
Si  3.0278  10.3201  1.1817
Si  6.7873  2.4931  1.361
Si  6.956  6.3193  1.295
Si  6.8211  10.1458  1.5076
Si  8.6964  2.5686  2.7979
Si  8.7715  6.4147  2.7927
Si  8.8335  10.2345  2.7399
Si  1.1371  2.6137  2.7841
Si  1.0939  6.4768  2.6699
Si  1.2142  10.2663  2.7111
Si  4.9425  2.5941  2.8023
Si  5.02  6.4362  2.7027
Si  4.8524  10.2445  2.7322
Si  -2.765  0.6112  4.1153
Si  -2.7669  4.4944  4.1488
Si  -2.7466  8.3537  4.1449
Si  1.13  0.6333  4.0906
Si  1.127  4.5621  4.072
Si  1.1255  8.3696  4.0941
Si  4.9318  0.6316  4.0938
Si  4.9486  4.5485  4.1109
Si  4.9459  8.3324  4.1099
Si  -0.8083  12.151  5.4503
Si  -0.7897  4.4646  5.4449
Si  -0.7991  8.3653  5.4821
Si  3.0355  12.1624  5.4586
Si  3.0225  4.5681  5.4524
Si  3.029  8.3443  5.4858
Si  6.8377  12.1608  5.4701
Si  6.8514  4.5515  5.4998
Si  6.8559  8.3703  5.5032
Si  -0.7472  2.5207  6.8198
Si  -0.7667  6.3924  6.7788
Si  -0.8478  10.2786  6.8898
Si  2.9922  2.5922  6.7094
Si  2.9691  6.4499  6.8711
Si  3.1064  10.2643  6.8712
Si  6.8562  2.5831  6.7739
Si  6.8982  6.4637  6.8913
Si  6.7594  10.277  6.8891
Si  8.8082  2.5309  8.1014
Si  8.9173  6.3816  8.1771
Si  8.6656  10.2592  8.2238
Si  1.2073  2.4868  8.2156
Si  1.039  6.35  8.2696
Si  1.1671  10.2611  8.1688
Si  4.8762  2.6341  8.0473
Si  4.913  6.5958  8.1908
Si  4.9343  10.3381  8.4227
Si  8.6684  12.2345  9.5424
Si  8.9586  4.385  9.4877
Si  8.7252  8.286  9.5203
Si  1.2515  12.0841  9.6182
Si  1.178  4.3376  9.6495
Si  1.01  8.3771  9.5097
Si  4.8775  12.4735  9.6097
Si  4.9726  4.5807  9.285
Si  4.8241  8.3567  9.8779
Si  -0.83  12.1919  10.6313
Si  -0.7472  3.7847  10.977
Si  -0.9101  9.0195  10.7619
Si  3.1376  12.2501  11.2671
Si  3.2358  4.8906  10.8246
Si  2.6534  8.0072  11.185
Si  6.7532  12.8632  10.9529
Si  6.9018  4.3725  10.5452
Si  6.8917  7.4621  10.8386
Si  0.361  8.1546  13.2458
Si  -5.6237  8.4495  20.2561
Si  -1.9339  15.7057  15.5081
Si  7.2291  6.5014  18.5119
Si  2.8707  3.2304  13.157
Si  -5.784  12.0599  15.9144
Si  3.0238  12.0025  19.6474
Si  3.9151  14.6412  20.769
Si  5.3093  11.1118  13.1069
Si  1.4021  13.8886  17.9983
Si  -2.7275  15.9913  20.3239
Si  -1.7079  9.7449  14.8564
Si  -5.0384  15.5755  22.2254
Si  11.7653  16.5692  13.6159
Si  -4.8233  7.0259  22.5986
Si  -3.0656  7.1083  15.7062
Si  3.7008  14.2454  16.1483
Si  -7.158  18.7285  18.3767
Si  3.1805  16.1771  18.305
Si  1.7876  14.1002  22.8955
Si  4.8426  10.096  18.1263
Si  -1.6653  14.3326  18.0134
Si  -4.2797  8.8182  13.6308
Si  -2.6763  12.681  15.8616
Si  -1.6924  18.1796  22.2725
Si  2.0691  11.0451  22.3816
Si  -0.359  9.184  23.0001
O  -2.9792  9.7851  13.8276
O  0.9237  9.8974  22.3259
O  -5.3914  8.3702  21.8551
O  3.1331  10.7168  23.5651
O  8.8538  1.9808  -1.8087
O  1.7463  15.4209  18.4629
O  -3.6801  15.2314  21.3978
O  0.9679  8.7791  -2.7289
O  3.6239  14.484  14.5555
O  1.0738  3.0996  -1.7487
O  0.4711  0.6124  -2.3577
O  7.8462  5.2055  19.2516
O  4.713  -0.3219  -2.8338
O  5.0035  13.351  16.5496
O  -4.3187  7.7404  19.5657
O  4.8745  6.375  -1.859
O  -0.7806  8.0378  12.0823
O  4.0721  13.1857  20.0413
O  -0.8191  2.1539  11.4733
O  1.5834  4.1762  13.3972
O  -0.1641  13.8299  17.7102
O  -3.2169  18.596  22.562
O  -2.3711  14.1368  15.0643
O  -0.8893  10.6235  11.3443
O  -0.4336  4.3809  14.95
O  10.8028  16.2973  12.3239
O  -6.972  7.5669  19.9559
O  1.8372  8.5275  12.5986
O  -4.3187  7.6958  14.8241
O  2.309  13.554  16.6781
O  2.5679  13.3685  12.3565
O  6.834  5.8473  11.3455
O  8.9063  -0.9762  -1.7542
O  7.4427  8.1229  12.21
O  -0.2169  9.366  14.2364
O  3.8191  4.0642  12.1392
O  5.717  9.8935  19.5143
O  3.8957  15.6504  16.9431
O  -2.7012  17.1335  15.1096
O  5.7043  6.304  17.9544
O  6.8604  14.4824  11.4567
O  -1.9633  15.6662  17.1288
O  4.9519  11.7963  14.5322
O  -4.2261  12.3216  15.5724
O  1.4621  12.5265  22.655
O  -1.7715  11.2948  15.517
O  -5.8311  10.7994  16.9495
O  3.0696  17.7993  18.1673
O  2.9575  14.301  24.0144
O  3.601  11.0799  18.4537
O  4.024  15.8229  19.6532
O  2.4662  14.7331  21.5361
O  6.485  11.9347  12.3063
O  -0.9434  19.612  21.9403
O  3.9504  11.0837  12.1798
O  -1.9057  14.8064  19.5495
O  2.8855  6.389  11.4343
O  4.3252  8.6285  17.5981
O  -6.3407  14.762  21.7341
O  0.3805  14.765  23.4446
O  1.0795  6.1195  -1.8855
O  4.4233  4.0057  -2.9131
O  1.6754  12.75  19.1293
O  -1.7074  17.0552  21.0751
O  -5.6682  9.6476  13.5239
O  -0.0182  8.3734  24.3801
O  -1.9856  8.3653  15.7469
O  -5.3502  17.1593  21.9814
O  -3.3918  6.8825  17.2603
O  2.763  11.0403  20.9178
O  0.4593  6.6317  13.8665
O  -2.5513  13.07  17.4584

Results
free energy: -47206.535 eV
free energy less fixed offsets of O -463.61, Si -117.95 eV per atom: -26.465 eV
pressure: -2.51 GPa
stress xx, yy, zz, yz, xz, xy (GPa, positive in tension): 1.24, 4.84, 1.43, -0.04, -0.14, -0.16

Forces (eV/angstrom), in the order of the atoms: element, x, y, z
Si  0.3687  -0.0747  -0.7767
Si  0.1738  -0.1046  -0.5425
Si  0.2831  0.1545  -0.559
Si  -0.1379  0.0793  -0.5688
Si  0.1389  0.0486  -0.6112
Si  -0.1617  -0.1716  -0.288
Si  -0.2406  0.1233  -0.2554
Si  -0.1199  0.1612  -0.1014
Si  0.2993  -0.2643  -0.0039
Si  0.1544  0.1035  -0.1401
Si  -0.2675  -0.1492  -0.1644
Si  -0.0943  0.0386  -0.1893
Si  0.0348  -0.0103  -0.38
Si  0.0942  0.0765  -0.2714
Si  0.0034  -0.1112  -0.308
Si  -0.1331  0.0937  -0.1137
Si  -0.038  0.0222  -0.2716
Si  0.0255  0.0897  -0.1951
Si  -0.1182  0.0304  0.4206
Si  -0.0563  0.011  0.1272
Si  0.0992  -0.0335  0.1477
Si  0.1126  0.0923  0.178
Si  0.1844  0.0499  0.1216
Si  0.0159  -0.084  -0.2718
Si  -0.1455  0.1142  -0.0134
Si  -0.0319  -0.2389  -0.1955
Si  -0.0627  -0.1255  0.1847
Si  0.0453  0.1177  0.0227
Si  0.0784  -0.0014  0.001
Si  0.0883  -0.075  -0.0464
Si  -0.031  -0.1295  -0.0055
Si  0.027  0.0275  -0.1407
Si  -0.1977  -0.0133  0.0391
Si  -0.0166  -0.0732  -0.0358
Si  -0.1703  0.0756  -0.1678
Si  0.1284  0.0896  0.027
Si  0.028  0.0335  0.044
Si  -0.1225  -0.0251  0.0294
Si  -0.0471  0.034  0.0397
Si  0.0247  -0.0353  -0.0431
Si  0.0677  0.0227  -0.0357
Si  -0.0147  0.0653  0.0224
Si  -0.0637  0.0291  -0.0714
Si  0.1295  0.0148  -0.0452
Si  0.0136  -0.1293  0.0206
Si  0.0152  0.0137  -0.0277
Si  0.0703  -0.0363  0.0252
Si  0.0344  -0.0147  0.021
Si  0.0562  0.0248  0.0458
Si  -0.1304  0.0414  0.0121
Si  -0.0175  -0.1214  0.0235
Si  -0.0583  -0.0242  -0.0137
Si  -0.0365  0.0305  0.0223
Si  0.0655  0.0678  -0.0336
Si  -0.066  -0.0365  0.0723
Si  -0.0779  -0.0399  -0.0697
Si  -0.0525  -0.0468  0.0952
Si  0.0083  -0.1164  0.0476
Si  0.1471  0.011  0.1348
Si  -0.139  0.0961  0.0116
Si  0.0695  -0.0125  0.0239
Si  -0.066  0.154  0.0066
Si  0.1877  0.0638  0.012
Si  -0.0131  -0.0372  -0.3259
Si  0.1311  -0.0372  -0.0632
Si  -0.0507  0.0215  -0.1533
Si  0.0822  -0.0303  -0.0534
Si  0.0072  -0.1261  0.1605
Si  0.0478  -0.1192  -0.2159
Si  -0.0384  0.0677  -0.2008
Si  -0.0488  0.2268  -0.1036
Si  -0.0616  -0.0758  0.255
Si  -0.2384  0.0863  0.2528
Si  0.148  -0.0413  0.2728
Si  0.0998  0.012  0.1191
Si  0.2739  0.1312  0.2914
Si  0.1234  0.1744  0.331
Si  -0.0425  0.1168  0.1932
Si  -0.1465  -0.1613  0.1965
Si  -0.1565  -0.0308  0.2724
Si  0.0902  -0.2058  0.3091
Si  -0.1117  -0.1171  0.6464
Si  -0.0886  -0.163  0.4499
Si  -0.2168  0.0265  0.5772
Si  0.0009  0.0756  -0.0293
Si  0.0104  -0.0851  0.2589
Si  -0.5475  -0.2322  0.1511
Si  0.246  0.3458  0.5439
Si  -0.038  0.0191  0.7213
Si  0.1396  -0.1196  0.7067
Si  -0.1138  0.0184  0.0972
Si  0.0856  0.0468  0.1806
Si  -0.066  0.1046  0.0263
Si  0.2878  -0.1049  -0.2141
Si  0.1642  -0.0066  0.0095
Si  0.1355  0.0215  0.2401
Si  0.1418  0.0812  -0.0878
Si  0.2011  -0.0372  -0.1787
Si  0.1258  0.1713  0.0439
Si  -0.1553  -0.1452  -0.0417
Si  -0.0221  -0.0431  -0.2106
Si  -0.0403  0.015  0.1173
Si  -0.118  -0.0728  -0.1729
Si  -0.0725  0.0035  0.2245
Si  0.0225  -0.0519  -0.1291
Si  -0.0304  -0.0794  0.0809
Si  0.1736  -0.1216  0.2062
Si  -0.1686  -0.1237  -0.0358
Si  0.0502  0.1654  0.0846
Si  0.0348  0.0993  -0.1605
Si  0.0121  0.23  -0.0445
Si  -0.0008  0.0406  0.1445
Si  0.1337  -0.0852  0.0767
Si  -0.019  -0.0694  -0.0002
Si  -0.1216  -0.053  -0.3015
Si  0.0769  -0.0125  -0.2169
Si  0.0441  0.0042  -0.2217
O  -0.019  -0.1798  0.0763
O  -0.0638  -0.0034  0.3248
O  0.0528  -0.3343  -0.1689
O  -0.2138  -0.1884  0.3263
O  -0.1849  0.4036  0.5561
O  0.2652  -0.1946  -0.1387
O  -0.0495  0.2216  0.0596
O  0.1028  -0.3151  0.0379
O  -0.1961  0.0029  -0.1175
O  -0.0268  -0.3595  0.6449
O  0.1579  0.2937  -0.0662
O  0.0927  0.0375  0.2248
O  0.1395  0.4032  0.5597
O  -0.2061  -0.0696  -0.2545
O  -0.3855  -0.0581  0.0602
O  0.2445  0.0655  0.0948
O  0.2494  0.3754  -0.0212
O  -0.3518  0.0809  0.0965
O  0.1037  0.1553  -0.6711
O  0.0212  -0.144  -0.0244
O  0.0005  0.1034  0.0756
O  0.0192  -0.0342  0.028
O  0.0644  0.0504  0.3346
O  -0.0121  -0.037  -0.6354
O  -0.0278  0.1106  -0.3154
O  0.0829  -0.3542  -0.2113
O  0.3212  0.153  -0.3437
O  0.3213  -0.228  -0.566
O  0.2822  0.2254  -0.1839
O  0.2054  0.2975  0.1443
O  0.2301  -0.1244  -0.1537
O  -0.0025  0.3388  -0.7584
O  -0.1331  -0.1137  0.7237
O  -0.1527  0.0549  0.0499
O  -0.0121  -0.289  -0.2692
O  -0.3402  0.0523  -0.2376
O  -0.1981  -0.3092  -0.1038
O  -0.3009  -0.2598  0.0891
O  0.1397  -0.014  0.1477
O  -0.1452  0.2767  0.2687
O  -0.0813  -0.3088  -0.8096
O  0.0736  -0.2653  -0.1744
O  0.1658  -0.0951  -0.2691
O  -0.1303  -0.0497  0.0079
O  0.1484  -0.0153  0.0173
O  -0.1816  0.0279  -0.0996
O  -0.1603  0.075  -0.0347
O  0.3421  -0.118  0.0634
O  -0.2028  0.2591  0.0365
O  0.0805  -0.0568  0.1476
O  -0.2258  -0.2018  -0.0424
O  -0.0393  -0.2281  0.3098
O  -0.166  0.1424  -0.1856
O  0.0096  0.0445  0.4154
O  -0.2567  0.2855  -0.0719
O  -0.0895  0.1064  -0.1247
O  0.0615  0.07  -0.3208
O  0.1538  -0.0686  0.2588
O  -0.0418  0.125  0.0163
O  -0.2906  -0.2536  0.5051
O  -0.03  0.1514  0.6882
O  0.3161  0.0096  0.4215
O  0.2503  0.0826  -0.0702
O  -0.1831  0.0854  0.2322
O  -0.0438  0.1401  -0.1239
O  -0.0823  -0.2486  -0.2211
O  -0.1253  0.0038  -0.2884
O  0.1087  0.0867  0.1309
O  -0.1491  -0.0129  -0.0617
O  -0.1005  0.1621  0.2308
O  -0.0584  0.023  -0.1754
O  0.1272  0.2255  -0.1947
